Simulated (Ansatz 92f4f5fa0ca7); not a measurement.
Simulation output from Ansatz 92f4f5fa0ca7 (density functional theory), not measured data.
Periodic cell of 148 atoms, Si92O56, from a study of silicon, its oxide and their interface. The atomic structure is a simulated model.

Settings: functional r2SCAN; potential files Ansatz norm-conserving; basis plane waves; wave-function cutoff 1300 eV; density cutoff ratio 4; exchange-correlation grid ratio 1; k mesh 2 x 2 x 1, shifted by 0.5 0.5 0.5 of a step; self-consistency stop 5e-08 eV per atom in the density residual; occupations Fermi-Dirac, 0.05 eV; spin none; net charge 0.

Cell vectors (angstrom)
a  10.88  0  0
b  0  10.88  0
c  0  0  22.3601

Atoms: element, x, y, z (angstrom)
Si  -0.1167  0.3237  -0.4023
Si  2.1005  3.8471  -0.2196
Si  0.3425  5.4675  0.1137
Si  3.4257  8.2307  -0.4728
Si  5.7833  -0.152  0.0521
Si  8.6517  2.7224  -0.0081
Si  4.8347  5.5766  0.4398
Si  7.5923  8.4789  -0.2863
Si  1.5107  1.6177  0.4608
Si  3.6635  4.2071  1.6799
Si  1.4653  7.2139  1.2298
Si  4.455  9.3599  1.2646
Si  6.8173  1.5815  1.3626
Si  9.6466  4.4538  1.3159
Si  6.6793  6.9004  1.3266
Si  9.0462  9.3251  1.418
Si  -0.2361  3.0578  2.7736
Si  3.201  -0.0507  2.3745
Si  -0.2246  8.0098  2.826
Si  2.3376  5.4842  2.7692
Si  5.2097  2.726  2.826
Si  8.0924  -0.0554  2.9083
Si  5.4368  8.0414  3.1188
Si  8.1093  5.278  2.7425
Si  1.1739  4.0501  4.1487
Si  4.0809  1.2247  3.9899
Si  1.5221  9.4656  3.7973
Si  3.8576  6.8212  4.1625
Si  6.7362  3.9682  4.1617
Si  9.6722  1.2973  4.2529
Si  7.0515  9.4267  4.3023
Si  9.5555  6.8197  4.1759
Si  0.3606  -0.1334  5.1973
Si  2.4505  2.4654  5.4732
Si  -0.1684  5.3394  5.672
Si  2.4849  8.1051  5.4867
Si  5.6624  0.0799  5.5056
Si  8.3809  2.7838  5.2812
Si  5.2462  5.5366  5.4712
Si  8.4671  8.1414  5.7727
Si  1.4133  1.1707  6.9974
Si  3.9777  3.9367  6.7239
Si  1.4511  6.7284  6.9327
Si  4.2557  9.3305  6.8894
Si  7.2168  1.0987  6.5757
Si  9.3273  3.9463  6.9443
Si  6.8758  6.6081  6.7921
Si  9.8051  9.6806  6.7623
Si  -0.0871  2.696  8.242
Si  2.9053  -0.1449  8.2132
Si  0.0244  8.2511  8.3006
Si  2.8699  5.4132  8.1108
Si  5.8287  2.6958  7.9362
Si  8.3292  -0.0305  8.3177
Si  5.7974  8.0422  8.0959
Si  7.1659  4.747  8.2015
Si  1.4861  4.0401  9.6484
Si  4.1481  1.0571  9.9393
Si  1.3039  9.6752  9.7351
Si  4.1561  6.9712  9.2322
Si  7.5964  5.4135  10.2967
Si  9.6875  1.2764  9.8676
Si  7.567  8.7158  9.43
Si  9.141  7.0344  9.618
Si  0.4705  0.5301  11.1761
Si  2.6871  2.5353  11.1422
Si  0.418  6.323  11.5693
Si  2.866  8.1544  10.7986
Si  4.5688  -1.0283  12.4083
Si  7.7565  3.2387  11.4225
Si  5.587  6.1428  11.2702
Si  6.3578  8.2739  12.1131
Si  8.0927  6.8746  14.6885
Si  0.11  7.3868  13.6737
Si  -0.0695  6.9087  19.6939
Si  8.7988  2.9292  16.9798
Si  12.8065  8.5511  15.504
Si  7.8505  9.3996  15.6221
Si  10.6454  9.6488  13.8366
Si  4.6949  7.6898  18.9371
Si  5.1488  4.0522  12.2453
Si  2.069  6.6616  17.7258
Si  5.355  10.5245  17.78
Si  2.9206  3.4762  19.9082
Si  5.5215  4.9885  19.7729
Si  8.359  10.6425  17.3581
Si  11.4571  4.347  17.92
Si  -3.8262  3.2093  19.6884
Si  7.2537  3.9582  14.3686
Si  -1.0505  9.0789  19.9263
Si  4.7924  12.0272  20.4886
Si  15.6684  10.0934  15.0948
O  -0.0263  -0.8141  -1.6288
O  0.5877  1.8032  2.0266
O  -3.1285  3.0807  -6.5989
O  -0.4177  3.5035  -5.4438
O  3.9263  8.1814  -2.0473
O  -0.6611  10.4252  1.0995
O  -0.3381  6.1317  -1.2214
O  1.7776  8.1079  -0.2033
O  8.0374  3.3314  -3.9852
O  6.2018  1.9658  -2.2829
O  13.7867  -10.0275  0.985
O  9.1728  -9.5801  -5.0479
O  7.8835  3.4426  -1.2675
O  3.6204  6.5404  -0.2464
O  8.6796  8.315  -1.5463
O  1.4574  1.5785  11.8458
O  -2.329  1.9527  10.963
O  9.6164  6.5619  14.3283
O  8.052  3.4939  13.014
O  1.8196  6.9748  11.4037
O  0.2973  4.7898  10.7914
O  -0.6275  7.5367  10.837
O  1.4374  7.9327  16.8877
O  6.1657  2.9729  11.5629
O  4.667  -0.059  13.6805
O  5.6578  3.9112  14.0893
O  3.5556  3.5892  12.1026
O  6.3103  9.6152  14.9814
O  7.2731  9.0237  11.062
O  7.4093  7.8298  13.4511
O  3.2997  8.8119  12.3171
O  19.9358  9.8112  14.6058
O  12.5664  5.1107  17.0824
O  0.9829  9.8482  15.1859
O  6.855  11.1102  18.0121
O  4.6346  10.7622  19.4266
O  4.4185  10.7384  11.0271
O  7.7409  -13.886  15.9117
O  9.5356  1.4775  21.8502
O  10.6801  10.6455  12.5389
O  16.3513  8.879  18.0468
O  4.7541  11.1202  16.4113
O  12.4633  7.2901  14.3436
O  7.4567  5.4959  14.9566
O  6.9108  9.9368  21.5767
O  -5.3359  4.783  21.4708
O  1.5314  3.6497  19.1787
O  3.6879  -3.7741  17.7888
O  5.4919  12.5187  9.2388
O  -0.3671  5.6187  18.4612
O  1.4264  6.8392  19.2411
O  9.3159  9.9776  18.5561
O  5.911  6.5153  19.2025
O  14.4119  12.9234  20.4924
O  4.0411  15.3105  19.2119
O  3.4121  9.304  15.4898

Results
free energy: -36800.622 eV
free energy less fixed offsets of O -463.61, Si -117.95 eV per atom: 12.938 eV
pressure: -2.41 GPa
stress xx, yy, zz, yz, xz, xy (GPa, positive in tension): 1.32, 1.96, 3.94, -1.24, 0.91, 0.05

Forces (eV/angstrom), in the order of the atoms: element, x, y, z
Si  -2.6663  -1.5113  1.9319
Si  -0.0182  -0.4413  0.1489
Si  1.3524  0.7362  -0.3945
Si  -0.5243  -3.4644  -1
Si  -1.1142  3.3555  -0.3398
Si  -2.0557  0.5769  0.2949
Si  1.4767  1.354  -2.5143
Si  1.9794  1.5955  0.2838
Si  0.2134  1.6627  2.9208
Si  0.7707  -2.6971  -0.9513
Si  -2.206  -1.437  -0.1326
Si  0.8387  -1.0828  1.0328
Si  0.494  -0.7436  0.6579
Si  -0.9115  -1.4945  -0.2991
Si  -1.0409  -1.303  0.6216
Si  0.8974  -0.2905  1.4151
Si  0.047  -3.2488  -0.0789
Si  -1.6267  -0.7399  -0.5581
Si  2.1309  2.7763  -3.1109
Si  0.4971  2.8467  1.4884
Si  1.292  0.8966  -1.5805
Si  0.0708  1.6637  -0.7346
Si  1.4597  1.1528  -2.0783
Si  -0.5443  2.4066  -0.0157
Si  0.1606  0.5982  1.9482
Si  -0.0133  0.0812  2.8106
Si  -0.1848  -0.3571  -0.9554
Si  -0.7301  -1.2813  -0.347
Si  -1.0896  0.9621  -0.4142
Si  -0.0767  0.1498  -2.341
Si  -1.9511  -0.5938  0.9559
Si  -1.6808  -3.103  1.885
Si  -0.9792  1.5125  2.0991
Si  1.7108  1.3019  -1.1826
Si  0.8679  0.7826  -0.1893
Si  2.0406  1.225  -0.1089
Si  -2.6689  -2.7503  -1.1488
Si  -1.2958  -1.4294  1.1419
Si  1.0865  -1.2096  -0.3025
Si  -1.335  -0.6568  -1.3351
Si  -0.8808  -0.1787  -0.2456
Si  0.8284  -0.9871  0.0152
Si  -2.4721  0.1191  0.2769
Si  -0.1933  1.2541  -1.169
Si  0.2381  3.2171  2.0985
Si  -0.4812  1.0762  1.1778
Si  0.1223  -0.5623  -0.7287
Si  0.3758  -0.127  0.9484
Si  1.0756  -0.4522  0.8288
Si  -0.3502  0.2431  1.1122
Si  0.1867  -0.8331  -0.8399
Si  -0.6125  -0.7482  1.2931
Si  -0.0169  -0.4448  -0.7167
Si  0.9248  -1.2108  0.1227
Si  -1.0688  0.9833  0.424
Si  1.217  -1.1197  -1.3588
Si  -1.6365  0.3321  0.5845
Si  -1.2228  -0.6714  -0.2431
Si  1.4447  -0.2395  -0.2328
Si  0.9882  -0.7921  2.2499
Si  0.8666  -1.0041  0.6702
Si  -1.93  1.2775  -0.633
Si  -0.2023  1.7744  0.2611
Si  1.9241  1.156  0.443
Si  -1.1409  -3.2349  1.1256
Si  -0.189  0.5063  -0.8072
Si  -2.8009  0.0212  -0.3833
Si  -2.594  0.0435  1.2351
Si  0.5536  -0.7414  -2.2194
Si  0.3772  1.6823  0.8293
Si  -0.4075  0.7033  -1.0774
Si  0.6274  -1.4681  3.9013
Si  -0.6289  2.5328  -2.1367
Si  -1.9486  -2.8841  -1.0944
Si  -1.7903  -3.1804  -0.7987
Si  2.0825  -2.6809  2.0421
Si  0.299  0.881  -2.1593
Si  -0.6254  1.4055  -2.5939
Si  -1.3356  1.1117  2.3518
Si  1.3759  0.5917  -1.193
Si  -0.3752  -0.613  3.4851
Si  0.5139  -0.0817  0.5432
Si  0.4588  -0.803  5.3148
Si  0.1971  1.1982  3.0432
Si  1.1074  -1.0073  1.1221
Si  0.744  4.391  4.2739
Si  -2.2852  0.7617  1.2979
Si  1.4218  3.233  -0.5183
Si  0.1342  0.0617  1.9407
Si  -0.7604  -0.1499  -2.5211
Si  4.3136  -3.8043  -0.1672
Si  -0.6256  1.0733  2.549
O  -0.7797  1.2375  1.0369
O  1.9746  0.0378  -2.8697
O  0.3146  0.9498  -1.9395
O  -1.8029  -0.2635  0.8556
O  0.4815  0.5918  -0.5448
O  1.8979  1.0716  -3.9145
O  0.0947  0.6222  -1.2435
O  0.6953  1.0347  0.9551
O  -0.0776  -0.0856  0.1436
O  -2.5273  -2.311  -0.0364
O  -1.4658  0.3001  0.3119
O  -1.5845  -0.8508  -1.6904
O  1.4289  -0.2773  -0.0614
O  1.4021  0.3687  1.1532
O  -0.8852  0.2236  0.2662
O  2.4252  2.0073  -0.1024
O  0.9879  -0.5594  -1.3543
O  2.2663  1.4352  0.0402
O  0.745  0.684  1.565
O  3.5006  0.8173  -1.3978
O  1.4123  1.5465  -0.1974
O  -0.4427  -2.3743  0.1835
O  0.4972  -1.1321  0.5155
O  -1.8031  -0.2064  -0.5803
O  -1.4371  0.5906  -0.6568
O  -0.8126  -0.1695  -3.4379
O  0.8046  -0.4633  0.2916
O  0.6922  0.1521  1.1382
O  0.8597  0.5957  -1.9069
O  -0.8404  -0.9757  -1.5467
O  0.226  0.0447  -0.9671
O  2.2949  0.1023  -1.2696
O  2.4535  3.302  -0.2193
O  -2.3562  -0.3835  -2.7895
O  0.911  -0.7268  -1.154
O  0.3491  1.6754  -2.8501
O  0.7988  -0.0755  0.4989
O  1.2357  -2.6725  1.2195
O  1.503  -1.2358  -0.9949
O  0.4688  -0.1857  0.5037
O  -0.8485  -0.0421  0.0034
O  0.0729  -0.5284  0.109
O  1.0466  1.7519  2.4134
O  -0.8657  -2.805  -0.4829
O  0.6611  -2.0994  -0.2782
O  -1.2727  1.3831  -0.5197
O  -2.3923  -0.6054  -2.5793
O  -1.8412  -1.2485  0.6899
O  0.214  1.2201  -0.4297
O  -1.0219  -0.0234  1.4935
O  4.4045  0.8186  -0.8415
O  -0.1307  -1.7328  1.3436
O  -2.5518  0.2346  0.8396
O  -2.1932  1.8184  -1.505
O  0.2165  0.1578  0.3144
O  0.0937  -2.1644  -0.7789
